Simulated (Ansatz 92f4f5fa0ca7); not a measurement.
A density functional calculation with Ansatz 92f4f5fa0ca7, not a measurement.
Periodic cell of 226 atoms, Si132O92As2, from a study of silicon, its oxide and their interface. The atomic structure is a simulated model.
Doubt: the cutoff is far below the 930 eV that the study's wrapper takes by default for these files, so forces and energies are approximate.

Settings: functional PBE; potential files Ansatz PAW; basis plane waves; wave-function cutoff 580 eV; density cutoff ratio 5; exchange-correlation grid ratio 1; k mesh 1 x 1 x 1, Gamma-centred; self-consistency stop 5e-08 eV per atom in the density residual; occupations fixed; spin none; net charge 0.

Cell vectors (angstrom)
a	10.938	0	0
b	0	10.938	0
c	0	0	31.9494

Atoms and the computed forces on them: element, x, y, z (angstrom), force x, y, z (eV/angstrom)
Si	10.6314	0.0034	24.4202	0.0021	-0.0002	-0.0033
Si	5.0786	0.1249	24.6608	0.0047	-0.0018	0.0003
Si	2.8271	2.2948	24.5302	-0.0017	0.002	-0.0041
Si	8.5724	2.4363	24.5601	-0.0053	0.003	0.0036
Si	10.7091	5.5878	24.3305	0.0023	-0.003	0.0018
Si	5.1639	5.6153	24.4488	0.0039	-0.0028	-0.0005
Si	2.9932	7.9521	24.4028	-0.004	0.0072	0.0036
Si	8.4203	7.832	24.4143	-0.0037	0.0022	-0.0061
Si	1.298	1.1344	25.8408	-0.0037	0.0006	-0.0056
Si	6.8196	1.3257	25.7386	-0.0002	-0.0001	-0.0012
Si	3.9929	4.0107	25.7315	-0.0003	0.0012	0.0017
Si	9.6886	4.0253	25.848	-0.0015	0.0012	-0.0041
Si	1.3444	6.7886	25.6634	0.0024	-0.0007	0.0002
Si	6.8098	6.7224	25.7517	-0.0011	-0.0004	-0.0016
Si	4.0042	9.4679	25.9536	0.0025	-0.0024	-0.0087
Si	9.4878	9.4409	25.8005	0.0009	-0.0002	0.0005
Si	2.6407	-0.1328	27.288	0.006	0.0063	-0.0002
Si	8.1435	-0.0689	27.1471	0.0033	0.0048	0.0024
Si	0.079	2.6579	27.2067	-0.005	-0.0005	-0.0007
Si	5.4573	2.7183	27.1131	-0.0022	-0.0021	0.0085
Si	2.6719	5.4134	27.1095	0.001	0.0044	0.0042
Si	8.195	5.3683	27.1369	0.0009	0.0021	0.005
Si	0.0165	8.1445	27.1245	-0.0046	0.0033	0.0049
Si	5.5149	8.1423	27.1784	-0.0017	-0.0002	0.0009
Si	4.0901	1.3263	28.5015	0.0017	0.0039	-0.0076
Si	9.5478	1.3232	28.5045	-0.0034	-0.0081	-0.0058
Si	1.3897	4.0641	28.5639	0.0126	-0.0015	0.0103
Si	6.8151	4.0565	28.5287	-0.0027	-0.0021	-0.0004
Si	4.0895	6.7771	28.4883	-0.0017	-0.0108	-0.0086
Si	9.5621	6.7826	28.4844	0.0039	-0.0096	-0.0117
Si	1.2976	9.4744	28.6156	-0.0077	-0.0157	0.0277
Si	6.8299	9.53	28.5641	0.0018	-0.0009	0.0097
Si	-0.0206	-0.0098	29.9107	-0.0153	-0.0123	0.0021
Si	5.4673	-0.0084	29.8974	-0.0006	-0.0059	-0.0053
Si	2.7673	2.71	29.9049	0.0006	0.0146	-0.0037
Si	8.2045	2.7137	29.8889	-0.0054	0.0014	-0.0052
Si	0.0008	5.4527	29.8911	-0.0017	-0.0012	-0.0017
Si	5.4678	5.4518	29.889	-0.0059	-0.0064	0.0012
Si	2.7567	8.1578	29.9049	-0.0132	0.006	-0.006
Si	8.2305	8.1718	29.888	-0.0018	0.0202	0.0053
Si	1.3673	1.3673	31.2657	0.0199	-0.0428	-0.1101
Si	6.8362	1.3673	31.2657	0.0554	-0.0234	-0.0208
Si	4.1018	4.1018	31.2657	0.0947	-0.0743	0.0496
Si	9.5708	4.1018	31.2657	-0.0657	-0.1054	-0.0573
Si	1.3673	6.8362	31.2657	0.0458	-0.1703	0.0198
Si	6.8362	6.8362	31.2657	0.1157	0.015	-0.1599
Si	4.1018	9.5708	31.2657	-0.0356	-0.0591	-0.0144
Si	9.5708	9.5708	31.2657	-0.1408	-0.1464	0.103
Si	2.7345	0	0.6835	-0.0021	0.0254	0.0913
Si	8.2035	0	0.6835	-0.0473	0.0698	-0.0003
Si	0	2.7345	0.6835	0.002	-0.1436	-0.1067
Si	5.469	2.7345	0.6835	-0.0241	0.1043	0.1185
Si	2.7345	5.469	0.6835	-0.0408	-0.052	-0.1759
Si	8.2035	5.469	0.6835	-0.011	0.1192	0.0126
Si	0	8.2035	0.6835	0.0182	0.138	0.1343
Si	5.469	8.2035	0.6835	0.2391	0.1724	-0.0172
Si	4.1048	1.3706	2.0663	-0.0113	0.007	0.001
Si	9.5926	1.3517	2.0569	-0.0034	-0.0084	0.0134
Si	1.3697	4.0954	2.017	0.0591	-0.0236	0.0133
Si	6.8329	4.1295	2.0443	-0.0069	0.0011	0.0133
Si	4.1146	6.8381	2.0147	0.0237	-0.0455	0.0112
Si	9.5891	6.8301	2.0645	-0.0052	0.0328	-0.0132
Si	1.3673	9.5908	2.0651	-0.0074	-0.0016	-0.0064
Si	6.8292	9.6155	2.061	0.0146	-0.0058	0.0126
Si	0.0335	0.0283	3.4971	0.015	0.0059	0.0017
Si	5.4819	0.0479	3.4729	-0.0017	0.0112	-0.0111
Si	2.7237	2.7611	3.4066	-0.0205	-0.0339	-0.0253
Si	8.2511	2.7876	3.3552	-0.0036	0.0069	-0.0341
Si	0.0517	5.4387	3.3805	-0.0306	0.0442	0.0448
Si	5.4755	5.5189	3.4228	0.0316	0.0257	-0.0189
Si	2.8018	8.227	3.3318	-0.0456	0.0062	0.0469
Si	8.2587	8.2873	3.4012	0.006	-0.0066	-0.011
Si	1.3593	1.4777	4.8647	-0.0287	0.0052	0.0166
Si	6.8995	1.5054	4.7577	-0.0083	-0.014	-0.0064
Si	4.0714	4.143	4.7475	-0.077	0.0664	-0.0068
Si	9.5945	4.1218	4.7665	0.0276	0.0125	-0.0052
As	1.3453	6.9666	4.7788	0.0495	-0.001	-0.101
Si	6.8243	7.0113	4.7216	-0.0103	0.0074	0.016
Si	4.0657	9.5847	4.7915	-0.022	-0.0316	-0.0081
Si	9.5434	9.6664	4.8862	0.0418	-0.0162	-0.0749
Si	2.7205	0.0313	6.154	-0.0126	0.0538	-0.0305
Si	8.2838	0.1887	6.1562	0.0302	-0.0405	0.0497
Si	-0.0125	2.8737	6.2974	0.0211	-0.0353	0.0048
Si	5.5038	2.8637	6.0678	0.0147	-0.0268	0.0427
Si	2.774	5.5799	6.0797	-0.0123	0.037	-0.0053
Si	8.2604	5.6444	5.9454	-0.0348	0.0069	-0.0244
As	-0.2394	8.6136	6.7028	-0.2484	0.0465	0.1287
Si	5.4913	8.3487	6.2003	0.0204	-0.0098	-0.0063
Si	4.3947	1.2117	7.3183	0.0206	0.0079	0.0106
Si	9.801	1.2719	7.6567	-0.0033	-0.0047	-0.0522
Si	1.1597	4.5811	7.4768	-0.0251	0.0122	0.038
Si	6.6205	4.5906	7.2291	0.0161	0.016	0.0189
Si	4.2989	6.7623	7.4878	-0.0114	0.003	0.0059
Si	9.6508	6.6501	7.5696	0.0206	-0.0305	0.0403
Si	1.2335	10.1336	7.834	0.0856	-0.0462	0.0443
Si	6.6923	9.9972	7.4228	0.0262	-0.0085	0.0205
O	9.5882	1.2389	23.9789	0.0035	0.001	0.002
O	4.1126	6.8042	23.9397	-0.0004	0.0019	0.0006
O	4.0153	1.2399	24.0263	-0.0011	0.0017	0.0019
O	9.5404	6.7037	23.8905	-0.0015	0.0025	0.0028
O	-0.0233	5.6567	8.0104	0.0356	0.0099	-0.0414
O	5.5291	0.1487	7.9158	-0.0076	0.0075	0.0123
O	0.1616	0.3935	8.2836	0.0605	-0.0594	-0.0137
O	5.5075	5.6686	7.8388	-0.0164	-0.0005	0.0096
O	7.56	4.0465	8.451	-0.0081	0.007	-0.0031
O	8.6334	6.9966	8.8379	0.0525	-0.0251	-0.0524
O	2.1268	9.5255	9.1066	-0.0068	0.0314	0.0108
O	8.8328	1.7586	8.9283	-0.0034	0.0016	0.0122
O	7.5296	9.4503	8.737	-0.0319	0.0028	-0.0138
O	3.5721	1.8749	8.577	0.0081	-0.007	-0.0002
O	3.5365	7.2958	8.8821	0.0063	-0.0067	0.0023
O	2.0519	4.0806	8.7859	0.0044	-0.0074	0.0104
O	8.1436	3.4855	23.3518	0.0001	0.0005	0.001
O	0.4465	4.9293	22.9467	-0.0006	0.0021	0.0007
O	1.9053	2.7434	23.2421	0.0001	0.0013	0.0013
O	5.8371	4.9094	23.1149	-0.0017	0.002	0.0013
O	5.522	9.9876	23.4985	-0.0012	-0.0001	0.0017
O	2.4489	8.6886	23.018	0.0012	-0.0013	-0.0009
O	0.1958	10.0692	23.0867	-0.0026	0.0028	0.0028
O	7.7826	8.5699	23.0706	0.0005	-0.001	0.0019
Si	8.655	7.7009	18.4345	-0.0017	0.0024	-0.0054
Si	8.7716	6.3761	13.6525	-0.0053	0.0077	-0.0129
Si	3.7777	1.56	14.73	0.0018	-0.0021	-0.0062
Si	2.131	5.7488	17.6355	0.0012	0.0015	-0.009
Si	2.4107	3.1401	19.4887	0.0003	0.0025	-0.0075
Si	9.7985	9.041	12.0746	-0.0131	-0.0061	-0.0007
Si	1.3334	9.42	22.0779	-0.0001	-0.0007	-0.008
Si	9.1648	0.9789	13.1921	-0.0037	-0.0049	-0.0086
Si	1.3936	5.0721	13.0414	-0.0031	0.004	-0.01
Si	1.7747	8.2598	12.8112	-0.0037	-0.001	-0.0128
Si	6.6474	9.5495	22.4231	-0.0022	-0.0006	-0.0046
Si	4.5183	4.6095	15.7198	-0.0018	0.001	-0.009
Si	8.1681	3.0993	9.5972	-0.0011	0.0102	0.0027
Si	0.836	8.2458	19.2649	-0.0003	-0.0029	-0.0075
Si	6.9483	1.3464	21.0884	-0.0013	0.0002	-0.0052
Si	8.1657	8.3123	9.7077	0.0102	0.024	-0.0157
Si	10.8719	5.2185	15.6218	-0.0019	0.0053	-0.0076
Si	7.5663	9.5118	16.3154	-0.0008	0.0048	-0.0108
Si	9.9307	2.0503	20.2991	-0.0005	0.0009	-0.0071
Si	3.188	8.535	9.9201	-0.0112	0.0168	-0.0036
Si	6.6913	3.3443	17.4068	-0.0022	0.0026	-0.0083
Si	1.1663	0.2054	19.8012	-0.0016	-0.0011	-0.004
Si	3.2096	2.8478	12.2935	0.0014	0.0018	-0.0052
Si	7.2167	5.3933	19.6791	-0.002	0.0002	-0.0049
Si	5.7084	8.6964	11.5804	0.0058	0.0038	-0.0142
Si	5.7622	6.1095	13.2228	-0.002	0.0109	-0.0081
Si	4.6288	9.7073	17.6184	-0.0035	0.0008	-0.009
Si	1.021	3.5937	22.1737	0.0003	-0.0005	-0.0048
Si	4.8933	1.4825	18.7987	-0.0029	0.0002	-0.0052
Si	3.1686	3.139	9.5026	-0.0096	0.0143	0.0053
Si	6.4408	10.8494	13.8001	-0.0014	-0.0028	-0.0121
Si	10.346	0.1296	15.9645	0.001	0.001	-0.0083
Si	5.6272	3.7134	11.1583	-0.0085	0.0076	0.0002
Si	9.8202	3.9217	11.9166	0.0011	0.0065	-0.0061
Si	2.3351	9.9333	15.5363	-0.0032	0	-0.0094
Si	6.0713	8.1208	19.7939	-0.0013	0.0006	-0.0068
Si	6.9383	3.9709	22.3702	0.0006	0.0014	-0.0052
Si	9.7492	2.7815	17.3697	0.0003	0.0016	-0.0098
O	7.1792	6.413	13.9853	-0.0015	0.001	0.0017
O	1.8775	7.0558	18.6864	-0.0025	0.0034	0.0036
O	10.2728	4.0551	16.5454	-0.0056	-0.0042	0.0064
O	6.1624	9.9652	17.0525	-0.0029	-0.0005	0.0029
O	10.1436	0.7173	14.4607	-0.0004	0.0016	0.006
O	8.4406	6.1175	18.8464	-0.0027	0.0004	0.0018
O	5.165	0.7202	14.4422	-0.0061	0.0052	0.0039
O	5.712	2.053	17.5175	-0.0023	0.0001	0.0048
O	8.3461	1.9351	20.5488	-0.0034	-0.0008	0.0019
O	1.9821	4.2951	18.4008	-0.0007	-0.0049	0.006
O	6.9333	2.8634	10.6541	0.0013	-0.0023	-0.0003
O	4.8445	2.7505	12.2147	-0.0039	0.0019	0.0017
O	6.0248	4.3905	16.3449	-0.0009	-0.0017	0.0022
O	4.5357	3.973	9.9345	0.0003	0.0001	0.0003
O	10.6914	2.7632	21.5565	0.0015	0.0017	0.0027
O	9.7057	6.1816	14.9913	0.0031	-0.0018	0.0052
O	6.0051	6.4846	19.8332	-0.0015	0.0005	0.0009
O	4.0759	0.1701	18.278	-0.0015	0.0034	0.0041
O	9.2418	10.5625	12.2747	-0.0013	0.0087	0.0092
O	2.8289	4.3854	12.7221	-0.0002	-0.0016	0.0039
O	1.9147	10.7004	21.2068	-0.0005	-0.0006	0.0033
O	3.9895	2.7215	19.3791	-0.0022	0.0014	0.001
O	0.7222	10.0498	15.9553	-0.0025	0.0009	0.0031
O	1.2756	9.8	18.8331	-0.0015	0.0026	0.0032
O	1.7093	1.6605	19.2693	-0.0017	-0.001	0.0006
O	8.9368	10.4043	16.4943	-0.0032	-0.0005	0.0028
O	4.8694	8.5798	18.782	0.0011	-0.0017	0.0051
O	9.5316	8.7623	10.4849	0.0018	0	0.0289
O	6.7454	4.0836	18.8539	-0.0004	0.0034	0.0061
O	2.8302	1.7388	13.3965	-0.0007	0.002	0.0027
O	5.8241	8.7692	21.2585	-0.0002	0.0024	0.0052
O	2.5161	2.5038	10.8633	-0.0016	-0.0019	-0.0009
O	7.6186	4.8498	21.1662	-0.0019	-0.0021	0.0051
O	5.1675	7.5202	12.6045	-0.0016	-0.0029	0.0086
O	0.424	9.0833	12.4676	0.0009	0.0007	0.0072
O	7.5752	1.0809	13.5779	-0.0015	0.0028	0.0028
O	7.1031	9.6576	14.744	-0.0009	0.0013	0.0094
O	8.9564	5.0334	12.7368	0.0009	-0.0024	0
O	8.0924	8.0486	16.9055	0.0002	-0.0005	0.0071
O	6.2135	2.5743	21.8941	-0.0005	0.0018	0.0017
O	2.4427	9.0823	14.0964	0.0001	0.0044	0.0063
O	0.4023	4.5145	11.8703	-0.0062	0.0003	0.0032
O	0.8087	8.318	20.9356	-0.0006	0.0025	0.0062
O	9.3567	3.896	10.3613	-0.0028	0.0016	0.0104
O	9.6462	2.3955	12.515	-0.0019	0.0054	0.001
O	7.616	8.5628	19.3871	-0.0039	0.0006	0.0028
O	2.5325	8.1336	11.3625	0.002	0.0025	0.0073
O	3.9553	3.0749	15.3804	-0.0007	0.0027	0.0024
O	0.8009	4.4943	14.4454	-0.0047	0.0017	0.006
O	10.0486	2.9939	18.9612	-0.001	-0.0015	0.0067
O	9.1486	7.8111	12.9522	-0.0017	-0.0012	0.0147
O	10.5127	0.53	20.0747	-0.0008	0.002	0.0016
O	5.9959	5.0971	11.9409	-0.0037	-0.0032	0.0036
O	8.1497	2.7388	17.0133	-0.0002	0.0023	0.0032
O	3.5344	5.4877	16.7454	-0.0058	0.0037	0.0068
O	4.635	9.1471	10.4089	-0.01	-0.0019	0.0082
O	1.4959	6.692	13.2058	-0.0014	0.0037	0.0026
O	4.7464	5.508	14.3618	0.0001	-0.0006	0.0024
O	2.044	3.8507	20.9185	-0.0039	0.0011	0.0061
O	10.552	1.4232	16.9405	-0.0023	0.007	0.004
O	0.9468	6.0778	16.5568	-0.0008	0.0001	0.0024
O	7.3322	10.947	21.9315	-0.0004	-0.0007	0.0011
O	5.9281	0.91	19.9128	0.003	0.0002	0.004
O	6.0349	10.0663	12.4176	-0.0011	0.0028	0.0069
O	2.8327	0.5572	15.5904	-0.0012	0.0012	0.0014
O	7.0163	8.024	10.8392	-0.0026	0.0044	0.0017
O	10.2404	8.0167	18.687	-0.0009	0.0008	0.0021
O	3.4425	9.2076	16.564	0.0021	0.0009	0.0051

Results
free energy: -145948.965 eV
free energy less fixed offsets of As -4856.12, O -568.88, Si -635.61 eV per atom: 0.755 eV

The program warned: the cutoff lies below the one the program advises for these potential files; the forces do not sum to zero within the program's tolerance; the exchange-correlation potential is rough where the density is thin.
